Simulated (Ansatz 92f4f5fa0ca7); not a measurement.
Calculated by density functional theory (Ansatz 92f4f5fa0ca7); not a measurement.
Periodic cell of 256 atoms, Si144O112, from a study of silicon, its oxide and their interface. The atomic structure is a simulated model.
This geometry differs little from another in the collection (a relaxation step or a small displacement).

Settings
functional: r2SCAN
potential files: Ansatz PAW
basis: plane waves
wave-function cutoff: 800 eV
density cutoff ratio: 5
exchange-correlation grid ratio: 1
k mesh: 1 x 1 x 1, shifted by 0.5 0.5 0 of a step
self-consistency stop: 1e-10 eV per atom in the density residual
occupations: fixed
spin: none
net charge: 0

Cell vectors (angstrom)
a  10.887  0  0
b  0  10.887  0
c  0  0  36.2479

Atoms: element, x, y, z (angstrom)
Si  0.2777  -0.2764  -0.0311
Si  3.1146  2.5511  0.1551
Si  -0.1624  5.8048  0.1036
Si  2.5239  8.4189  -0.0818
Si  5.2927  0.3553  0.0938
Si  7.8697  2.9936  0.1321
Si  5.714  5.2221  0.0531
Si  8.5439  7.9665  0.2503
Si  1.4279  1.3422  1.2838
Si  4.2099  4.1044  1.4826
Si  1.4248  6.9119  1.3916
Si  4.1065  9.5691  1.2658
Si  6.801  1.4426  1.5041
Si  9.5473  4.1452  1.3234
Si  6.8736  6.7837  1.384
Si  9.687  9.5465  1.4865
Si  0.0307  2.7239  2.6261
Si  2.7607  0.0031  2.719
Si  0.1093  8.1998  2.8613
Si  2.756  5.4793  2.7041
Si  5.4898  2.7606  2.9074
Si  8.2192  0.0246  2.7299
Si  5.4595  8.1854  2.644
Si  8.2124  5.4435  2.7873
Si  1.3689  4.0886  4.0236
Si  4.085  1.3535  4.1308
Si  1.4466  9.5695  4.1637
Si  4.1125  6.8389  4.0579
Si  6.8707  4.1158  4.1917
Si  9.5731  1.3992  4.0653
Si  6.8175  9.5287  4.0392
Si  9.5648  6.8203  4.125
Si  0.021  0.034  5.4502
Si  2.6994  2.7324  5.4276
Si  0.0226  5.4234  5.4422
Si  2.7707  8.1626  5.4791
Si  5.4634  -0.0251  5.4471
Si  8.2188  2.7141  5.4885
Si  5.4426  5.4773  5.4543
Si  8.159  8.1761  5.434
Si  1.357  1.3905  6.8177
Si  4.0668  4.0859  6.7781
Si  1.3717  6.7911  6.8001
Si  4.1074  9.5192  6.8383
Si  6.8248  1.3333  6.8029
Si  9.5574  4.0868  6.8376
Si  6.7952  6.8229  6.8081
Si  9.5208  9.5456  6.7764
Si  0.0127  2.7269  8.2018
Si  2.6991  -0.0039  8.1558
Si  -0.0377  8.1512  8.1215
Si  2.7118  5.4216  8.1632
Si  5.4106  2.685  8.1134
Si  8.1808  -0.0127  8.1805
Si  5.4518  8.1588  8.1945
Si  8.1276  5.4274  8.1498
Si  1.3634  4.081  9.5617
Si  4.0631  1.3427  9.5151
Si  1.296  9.5228  9.4827
Si  4.0708  6.7748  9.5116
Si  6.7631  4.0172  9.4756
Si  9.529  1.3652  9.5416
Si  6.8131  9.5169  9.5418
Si  9.4595  6.8162  9.4902
Si  -0.0396  -0.021  10.9103
Si  2.718  2.6834  10.9128
Si  -0.0946  5.4421  10.8215
Si  2.6587  8.1504  10.7959
Si  5.4387  -0.0107  10.8708
Si  8.1071  2.6795  10.8765
Si  5.4058  5.3504  10.8387
Si  8.1195  8.14  10.929
Si  1.3723  1.299  12.2688
Si  4.0965  4.0195  12.2764
Si  1.2336  6.8416  12.1184
Si  4.0541  9.4718  12.1343
Si  6.793  1.3007  12.2951
Si  9.4169  4.0989  12.1943
Si  6.7419  6.6823  12.2024
Si  9.4137  9.5746  12.2983
Si  -0.1605  2.6225  13.4727
Si  2.8356  -0.0542  13.5881
Si  -0.0428  8.2671  13.556
Si  2.5289  5.3637  13.385
Si  5.5443  2.7171  13.6838
Si  7.995  -0.1112  13.812
Si  5.2535  7.9489  13.448
Si  8.1075  5.4653  13.6757
Si  0.8848  4.306  14.6602
Si  4.1291  1.3799  14.9722
Si  1.5769  9.3502  14.8564
Si  3.5281  6.9265  14.7383
Si  7.0828  3.8571  15.0806
Si  9.2434  1.5618  14.9683
Si  6.53  9.1371  14.9302
Si  9.7168  6.7167  14.8784
Si  11.5995  -10.3054  30.073
Si  -0.7337  17.5208  20.9061
Si  7.6781  -2.7422  21.4076
Si  8.1826  7.6047  17.1812
Si  21.3367  17.6475  26.1432
Si  12.0271  3.8308  34.5509
Si  -0.5105  9.3708  21.8793
Si  -16.7357  -3.9844  25.958
Si  12.3036  5.4191  19.4868
Si  11.7879  -3.822  28.6864
Si  -1.1346  9.2387  29.5996
Si  8.7679  15.8425  27.6935
Si  -4.5638  -39.1201  29.7229
Si  5.2098  7.0035  31.1462
Si  6.7819  -1.4655  34.3798
Si  -16.0611  24.9623  20.2156
Si  11.9095  10.879  19.872
Si  11.3581  -6.6372  29.3266
Si  15.8719  25.7284  27.0555
Si  -10.1076  1.538  25.0135
Si  5.0672  15.6072  22.7914
Si  30.8482  -20.9497  28.3479
Si  14.4492  5.3951  17.4807
Si  26.8807  -0.3704  17.2678
Si  24.3396  13.6347  20.303
Si  14.4899  -23.2609  19.7961
Si  8.9359  13.3016  23.5701
Si  -19.4631  2.9021  16.6016
Si  -3.4411  -10.0203  21.2631
Si  -6.0243  -11.059  22.3802
Si  -4.5056  -9.5012  30.0256
Si  3.5987  0.411  28.8067
Si  -8.6332  13.527  27.3435
Si  -1.0201  -9.0689  34.4834
Si  11.4768  -1.4952  24.8751
Si  17.8312  6.7902  23.9033
Si  -7.1177  -13.5691  28.6124
Si  11.3837  0.4728  17.0348
Si  7.5007  -1.0589  19.0979
Si  14.235  -2.4217  23.9301
Si  7.6497  24.3607  26.2047
Si  9.6999  -16.3023  23.6241
Si  11.0635  -18.9849  31.9854
Si  14.1619  6.9416  21.3798
Si  14.1214  13.3243  23.1776
Si  -4.4992  -5.7394  17.9552
Si  15.4134  7.1543  34.1365
Si  7.151  -12.2109  31.4193
O  10.5534  -13.4536  -10.5696
O  -0.1686  -18.0489  -5.5245
O  -14.2883  -12.0174  -3.2682
O  4.4162  -12.1436  -12.7326
O  4.1865  1.4527  -0.4268
O  1.3774  -1.3827  -0.5662
O  4.9157  -9.6565  -6.9324
O  -2.4693  -8.7509  -1.152
O  4.1156  9.7851  -7.6669
O  27.9622  -2.6091  -4.9643
O  16.1188  5.3323  -9.9885
O  19.9822  25.7806  -12.8601
O  15.2832  28.5869  -3.6966
O  -2.252  -20.2816  26.9365
O  -1.349  7.0831  16.481
O  -0.0803  5.5504  14.9245
O  -4.4301  12.6732  20.3881
O  8.5401  6.8738  20.8358
O  -8.6718  5.9703  18.1828
O  11.8843  2.4607  26.3311
O  4.1343  13.8115  19.8809
O  19.417  6.5533  23.9062
O  10.0824  1.066  16.2862
O  0.0283  -0.1856  21.1343
O  11.9155  -0.8145  16.2161
O  7.6496  -5.9789  28.8761
O  10.9598  9.4176  23.3611
O  7.4299  6.3966  17.9683
O  13.039  12.6696  24.1757
O  3.9044  -3.0297  20.1951
O  -17.6667  3.731  23.672
O  4.3177  5.9125  22.0197
O  6.828  19.6725  20.1725
O  -9.7679  -6.9832  16.234
O  6.4485  -21.6771  31.024
O  26.3004  -14.1589  27.308
O  23.7534  1.2831  20.0031
O  4.5692  11.889  16.5542
O  4.2795  -11.4298  20.9173
O  -15.8015  -5.2801  30.7845
O  8.7627  9.2136  22.0035
O  14.0399  18.602  34.8145
O  13.8886  -9.6864  27.5225
O  8.206  -10.8456  20.0601
O  -0.5148  -8.977  24.1232
O  9.2513  10.0901  28.2931
O  24.7263  -8.3828  15.1749
O  -2.6861  13.6067  15.4971
O  -4.4315  7.4259  25.3202
O  5.3451  -1.2509  15.9395
O  8.45  30.6509  18.1681
O  6.0904  -0.153  35.0122
O  25.7737  -3.6544  24.7532
O  2.7151  -2.987  22.5551
O  -5.2382  -2.5947  34.2734
O  -4.6936  5.3712  23.7322
O  10.6592  27.4776  24.9149
O  -13.2588  -9.218  22.188
O  12.9693  6.0523  20.8016
O  23.3776  -28.8513  19.5422
O  29.5125  13.0643  24.6437
O  -4.0935  14.9765  35.7976
O  -1.797  -4.4869  26.996
O  10.9948  10.9414  18.54
O  -0.399  5.824  22.2648
O  -3.5377  8.094  15.8769
O  -6.8019  20.6944  18.2967
O  -19.7681  -1.284  19.7965
O  -17.5291  7.3905  29.9169
O  1.15  14.5399  32.9502
O  13.453  -2.7613  15.3029
O  6.4928  10.6241  18.1047
O  6.479  -21.8064  22.2375
O  8.4738  -12.62  30.5814
O  -10.8555  10.0424  30.3885
O  21.7443  8.0885  21.0166
O  6.4789  -6.434  16.4842
O  -0.7542  -17.4305  28.2884
O  3.4209  -7.1177  17.388
O  -5.7588  -17.5129  28.6414
O  -0.1496  -5.0359  19.6013
O  13.472  3.4363  35.1277
O  -8.7276  19.8918  24.8724
O  -11.9372  -8.6694  32.9059
O  9.5961  -4.0043  35.8484
O  12.5848  1.5571  17.2305
O  0.6436  5.295  35.0079
O  11.9784  -5.152  29.5938
O  26.6796  16.6024  18.3119
O  6.0814  2.7781  26.6576
O  22.3164  -10.8854  25.493
O  27.6152  -6.994  21.6544
O  13.3179  -7.8958  21.8889
O  1.6459  14.1736  28.7191
O  21.258  0.326  34.892
O  26.0526  12.1625  22.7859
O  8.3117  4.0389  26.4448
O  21.3123  -3.0532  29.1599
O  0.7897  17.4188  27.1614
O  5.001  -15.93  34.9669
O  -8.7287  18.9556  28.6634
O  17.4552  4.0165  19.1037
O  0.0637  -8.088  35.1905
O  3.8898  16.9519  16.0627
O  2.2698  -21.441  29.7233
O  -2.9192  8.8693  35.2927
O  -4.2276  29.4975  22.594
O  18.673  1.2217  29.2379
O  21.416  1.2902  29
O  3.4441  3.5655  26.7547
O  28.2325  2.9716  30.479
O  11.752  1.4671  31.4039

Results
free energy: -155989.279 eV
free energy less fixed offsets of O -570.45, Si -639.56 eV per atom: -2.239 eV

Forces (eV/angstrom), in the order of the atoms: element, x, y, z
Si  0.0086  -0.0095  0.0583
Si  0.0044  -0.0107  0.0584
Si  -0.0095  0.0049  0.0573
Si  -0.0046  0.0086  0.065
Si  -0.009  0.0006  0.0602
Si  -0.0051  0.0088  0.0539
Si  0.0077  -0.0048  0.0638
Si  0.0019  -0.0121  0.0623
Si  -0.0032  -0.0003  -0.0033
Si  -0.0018  0.0025  -0.0074
Si  0.002  -0.0048  -0.0087
Si  0.003  -0.0021  -0.0074
Si  -0.0002  -0.0048  -0.0115
Si  0.0003  -0.0015  -0.0041
Si  -0.0032  0.0026  -0.0099
Si  -0.0032  0.0016  -0.0084
Si  -0.0006  -0.0015  0.0035
Si  -0.0001  -0.0015  0.0028
Si  -0.0002  0.0009  0.003
Si  -0.0015  -0.0003  0.0024
Si  0.0005  -0.0015  0.0048
Si  0.0004  -0.0002  0.0029
Si  -0.0005  -0.0013  0.0016
Si  -0.0012  -0.0008  0.0014
Si  -0.0009  -0.0003  0.0002
Si  0.0002  0.0016  -0.0004
Si  -0.0017  -0.0023  0.0005
Si  -0.0011  0.001  0.0014
Si  -0.0007  -0.0019  -0.0004
Si  -0.0002  0.0011  0.0019
Si  -0.0007  -0.0004  0.0007
Si  0.0013  -0.0006  -0.0009
Si  -0.0007  0.0014  0.002
Si  -0.0031  0.0006  0.0017
Si  0.0004  -0.0031  0.0021
Si  0.0019  -0.0016  0.0015
Si  -0.0006  -0.0031  0.002
Si  0.002  -0.0009  0.0024
Si  -0.0015  0.0015  0.0016
Si  -0.0026  -0.0005  0.002
Si  -0.002  -0.0002  0.0014
Si  -0.0007  -0.0007  0.0019
Si  -0.0016  -0.0005  0.0011
Si  -0.0005  -0.0005  0.0016
Si  -0.0013  -0.0003  0.0015
Si  0.0001  -0.0003  0.0014
Si  -0.0017  -0.0015  0.0017
Si  -0.0007  -0.0004  0.0024
Si  -0.0006  0.0002  0.0018
Si  0.0003  -0.0017  0.002
Si  -0.0008  -0.0012  0.002
Si  -0.0012  -0.0013  0.0013
Si  0.0009  -0.0004  0.0023
Si  -0.001  0.0003  0.0023
Si  -0.0013  0  0.002
Si  -0.0002  -0.0003  0.0018
Si  -0.0023  0.0016  0.0018
Si  -0.0019  -0.0012  0.0027
Si  -0.0001  -0.0014  0.0027
Si  -0.0011  -0.0003  0.0021
Si  0.0002  -0.0005  0.0013
Si  -0.0011  -0.0001  0.0018
Si  -0.0029  0.0005  0.0021
Si  0.0013  -0.0029  0.0025
Si  -0.0003  -0.0008  0.0022
Si  -0.0023  -0.0001  0.0035
Si  -0.0015  -0.0007  0.0002
Si  0.0007  -0.0021  0.0007
Si  0.0002  0.001  0.0005
Si  0.0005  0  0.0015
Si  -0.0007  0.0007  0.0005
Si  0.0007  -0.0011  0.0047
Si  -0.0029  -0.0022  -0.0001
Si  0.0011  0.0026  -0.0013
Si  -0.0011  -0.0018  0.0026
Si  -0.0029  0.0003  -0.0005
Si  -0.0026  0.0011  0.0016
Si  0.0005  0.0001  0.0029
Si  -0.0006  -0.0041  -0.0005
Si  0.0031  0.0009  0.0005
Si  -0.0054  -0.0027  -0.0093
Si  0.0027  -0.0027  -0.0072
Si  0.0045  0.0025  -0.01
Si  -0.004  -0.0029  -0.0132
Si  -0.002  0.0008  -0.0072
Si  -0.0033  -0.0003  0.0003
Si  0  0.0018  -0.0066
Si  0.0021  -0.0004  -0.0028
Si  0.0105  -0.0172  0.0176
Si  0.0048  -0.0022  0.0329
Si  -0.0075  0.0058  0.0261
Si  0.0005  -0.0119  0.0343
Si  -0.0071  0.0079  0.0404
Si  0.008  0.0013  0.0263
Si  -0.0009  0.0006  0.0207
Si  -0.0226  0.0209  0.0199
Si  0.0049  -0.0046  -0.0039
Si  0.0079  -0.0056  -0.0401
Si  0.0001  0.0104  -0.0463
Si  -0.0073  0.0074  0.0115
Si  -0.0069  0.0016  -0.0582
Si  0.0089  0.015  0.0798
Si  0.002  0.012  -0.0493
Si  0.001  -0.0008  -0.0646
Si  0.0089  -0.0006  -0.025
Si  0.0044  0.0008  -0.0223
Si  0.0032  -0.0032  0.0007
Si  -0.0057  0.0048  -0.0321
Si  -0.0017  0.0006  -0.0132
Si  0.0069  0.0074  0.0299
Si  -0.015  -0.0054  0.0921
Si  -0.0029  0.009  -0.031
Si  -0.0095  0.0116  -0.0344
Si  0.0086  0.0024  -0.0142
Si  0.0046  0.0075  -0.0359
Si  0.0072  -0.0023  -0.0568
Si  -0.0052  0.0006  -0.0601
Si  -0.0029  -0.0009  -0.0221
Si  -0.0012  0.0072  0.0107
Si  0.0011  -0.0003  0.0201
Si  -0.0073  0.0009  -0.0244
Si  0.0045  0.0037  -0.027
Si  -0.0082  -0.0071  -0.0629
Si  0.0024  -0.0034  -0.0061
Si  0.003  -0.012  -0.042
Si  0.0034  -0.004  -0.0498
Si  0.0002  0.0066  -0.0031
Si  -0.001  -0.0026  -0.0159
Si  -0.0038  0.0009  -0.0351
Si  -0.0154  -0.0276  0.0822
Si  0.0019  0.0003  -0.0647
Si  -0.0074  0.0089  -0.0551
Si  0.0024  0.0098  -0.0226
Si  -0.0008  0.0018  0.032
Si  -0.0002  -0.002  -0.0177
Si  0.0007  0.0057  -0.0628
Si  -0.0101  0.0049  -0.0489
Si  0.0087  0.0074  -0.0616
Si  -0.0056  -0.0121  0.0593
Si  -0.0008  -0.0027  -0.0461
Si  -0.0017  0.0082  -0.0584
Si  -0.0035  -0.0003  0.0073
Si  0.0034  0.0092  0.1193
Si  -0.0149  -0.0048  0.0396
O  -0.0029  -0.0058  0.0216
O  -0.0076  0.016  -0.0111
O  0.0141  0.0057  -0.0508
O  -0.0079  -0.0113  0.025
O  -0.0036  0.0027  -0.0247
O  -0.0009  -0.0001  -0.0301
O  0.0031  0.0044  0.0008
O  0.0281  -0.0163  -0.056
O  -0.0056  -0.0019  0.01
O  0.0024  0.0012  -0.0197
O  -0.001  -0.0106  0.0233
O  0.0003  -0.0011  0.0177
O  -0.0025  -0.0102  -0.061
O  0.0031  -0.0096  0.0279
O  -0.0003  -0.0042  -0.0265
O  0.0052  0.002  -0.0057
O  0.0031  0.0005  0.0174
O  -0.0034  0.0009  0.0127
O  -0.0062  0.0023  0.0109
O  0.0037  0.0027  0.0263
O  0.0021  0.0007  0.0103
O  0.0021  -0.0015  0.0197
O  -0.0191  0.0075  -0.0322
O  -0.005  -0.0101  0.0207
O  0.0056  -0.0164  -0.0319
O  -0.0016  0.0022  0.0048
O  0.0112  0.0009  0.0488
O  0.0034  0.0036  -0.0002
O  -0.0159  -0.0051  0.0415
O  0.0004  -0.0039  0.0205
O  -0.0006  0.002  0.0229
O  0.0117  -0.0072  0.0339
O  0.0082  -0.0028  0.0244
O  -0.002  0.0009  -0.0165
O  0.0022  0.0012  0.0002
O  0.0011  0.0078  0.0222
O  0.0036  0.0033  0.0204
O  -0.0016  0.0043  -0.0285
O  0.0067  0.0074  0.0268
O  0.0039  -0.0004  -0.0009
O  0.0036  0.0014  0.017
O  0.0287  -0.0205  -0.0702
O  0.0054  -0.0024  0.0155
O  -0.004  0.005  0.0153
O  0.0098  0.0007  0.0222
O  -0.0002  0.0003  0.0049
O  0.0009  0.0012  -0.013
O  -0.0004  -0.0046  -0.0058
O  -0.0039  -0.0009  0.0277
O  0.0095  -0.0165  -0.0263
O  -0.0022  -0.003  0.0024
O  0.0178  -0.0232  -0.0628
O  0.0039  -0.0083  0.0376
O  -0.0042  0.007  0.0376
O  -0.0031  -0.0034  -0.0399
O  0.0091  0.0102  0.0184
O  0.0038  0.0022  0.0335
O  0.0121  0.0145  0.0365
O  0.0045  0.0115  0.0166
O  -0.0001  -0.0114  0.0064
O  -0.0027  0.0057  0.0358
O  0.0012  -0.0032  -0.0315
O  -0.0022  -0.0046  0.0215
O  0.0092  0.0034  0.0033
O  -0.0085  -0.0065  0.0338
O  -0.0128  0.0095  -0.0198
O  -0.0042  0.0008  0.0096
O  -0.0045  -0.0107  0.0155
O  -0.0015  -0.0033  0.004
O  -0.0031  -0.008  -0.0606
O  -0.0015  0.0033  -0.004
O  0.0022  0.0035  -0.003
O  -0.0043  -0.0003  0.0139
O  0.0086  -0.0043  -0.01
O  -0.0034  -0.0024  -0.0034
O  0.0051  0.0019  0.0114
O  0.0089  -0.0145  -0.0386
O  0.0097  -0.0059  0.0088
O  -0.0007  -0.0075  0.0017
O  0  -0.0013  0.0152
O  -0.0039  0.0076  0.0213
O  -0.02  0.0167  -0.0521
O  -0.0047  0.0003  0.0208
O  0.0145  0.0177  -0.0552
O  0.0008  -0.0009  -0.0368
O  0.0026  0.0041  -0.0004
O  0.0149  -0.0212  -0.0549
O  -0.0004  -0.0024  0.0068
O  -0.0061  -0.004  -0.0054
O  -0.0036  -0.0003  0.0139
O  -0.0025  0.0079  0.025
O  -0.0031  0.0129  0.025
O  0.0075  -0.0073  0.0291
O  -0.0048  0.0025  0.0155
O  -0.0188  0.025  -0.0573
O  -0.003  0.001  0.0208
O  0.0062  0.0032  0.0255
O  -0.002  0.004  0.0064
O  0.0109  -0.0076  0.024
O  -0.021  0.0259  -0.067
O  -0.0002  0.001  0.0076
O  -0.0035  -0.0043  0.0077
O  -0.0008  0.0008  -0.0406
O  -0.0027  0.0154  -0.0332
O  -0.0061  -0.0014  0.0026
O  -0.0215  0.0221  -0.0591
O  -0.0007  -0.0146  0.032
O  0.0052  0.0034  -0.0076
O  -0.0021  0.0016  0.0057
O  -0.0013  -0.003  0.0225
O  0.0011  -0.0058  0.0042
O  0.0036  0.0022  0.0009

The program warned: the cutoff lies below the one the program advises for these potential files; the forces do not sum to zero within the program's tolerance; empty levels may hold ghost states of the PAW files; the exchange-correlation potential is rough where the density is thin.
